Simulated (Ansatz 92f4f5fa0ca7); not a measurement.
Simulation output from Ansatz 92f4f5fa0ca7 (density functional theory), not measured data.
Periodic cell of 280 atoms, Si216O64, from a study of silicon, its oxide and their interface. The atomic structure is a simulated model.

Settings: functional r2SCAN; potential files Ansatz norm-conserving; basis plane waves; wave-function cutoff 1300 eV; density cutoff ratio 4; exchange-correlation grid ratio 1; k mesh 2 x 2 x 1, shifted by 0.5 0.5 0.5 of a step; self-consistency stop 5e-08 eV per atom in the density residual; occupations Fermi-Dirac, 0.05 eV; spin none; net charge 0.

Cell vectors (angstrom)
a	10.888	0	0
b	0	10.888	0
c	-0.4833	0.3615	44.0257

Atoms: element, x, y, z (angstrom)
Si	0.0971	1.0574	0.951
Si	3.5525	-0.0735	-1.9687
Si	-0.4952	5.9798	0.1727
Si	3.4779	7.9288	-0.8658
Si	6.1189	-0.2381	-0.2782
Si	7.8822	2.973	0.0564
Si	5.8323	4.293	-0.3128
Si	9.0664	7.891	-0.4376
Si	2.3645	1.1738	0.511
Si	4.132	3.7565	1.3756
Si	1.3773	6.8595	1.2559
Si	5.2774	8.5962	0.53
Si	6.8489	1.3155	1.3715
Si	9.2965	4.2724	1.4324
Si	7.0097	7.0955	0.432
Si	9.8242	9.701	1.2433
Si	-0.2525	2.72	2.6313
Si	3.2914	-0.4395	2.9836
Si	0.1254	8.2538	2.7041
Si	2.7642	5.3842	2.5248
Si	5.5122	2.5995	2.844
Si	8.2077	-0.0958	2.6555
Si	4.909	8.6889	2.8595
Si	8.1102	5.5714	2.8848
Si	1.3553	4.0072	3.8971
Si	4.186	1.3054	4.2452
Si	1.4295	9.5515	4.1265
Si	4.0091	6.806	3.9912
Si	6.7888	4.0961	4.1527
Si	9.433	1.3492	4.0989
Si	6.7753	9.5399	4.0491
Si	9.6128	6.8847	4.0922
Si	0.011	0.0403	5.4171
Si	2.7023	2.718	5.3915
Si	0.0518	5.4006	5.3663
Si	2.6998	8.1092	5.4797
Si	5.544	-0.0221	5.5761
Si	8.1384	2.7137	5.5032
Si	5.3864	5.4872	5.411
Si	8.1581	8.1882	5.4128
Si	1.3606	1.381	6.7946
Si	4.0421	4.1042	6.7715
Si	1.3477	6.7569	6.8183
Si	4.1013	9.4788	6.82
Si	6.8305	1.3741	6.9137
Si	9.5573	4.0847	6.7766
Si	6.8006	6.8099	6.7741
Si	9.5244	9.5533	6.7766
Si	0.0058	2.7057	24.5073
Si	2.7114	0.0432	24.5321
Si	-0.0412	8.1801	24.4742
Si	2.7124	5.4336	24.4796
Si	5.4377	2.7175	24.4981
Si	8.16	0.0056	24.5097
Si	5.4454	8.1541	24.4732
Si	8.1941	5.4309	24.5074
Si	1.3532	4.086	25.8601
Si	4.0796	1.4119	25.9154
Si	1.2732	9.5778	25.8252
Si	4.0904	6.7816	25.8176
Si	6.828	4.0542	25.8435
Si	9.5468	1.3449	25.8844
Si	6.7845	9.5192	25.839
Si	9.5654	6.786	25.877
Si	-0.0423	-0.0104	27.3297
Si	2.7034	2.8029	27.2851
Si	0.0854	5.4648	27.2766
Si	2.6692	8.1917	27.0509
Si	5.4583	0.0066	27.2235
Si	8.2267	2.7434	27.2281
Si	5.4576	5.3994	27.1809
Si	8.1343	8.128	27.1676
Si	1.3449	1.4358	28.6497
Si	4.0962	4.1693	28.6667
Si	1.5496	6.8308	28.5836
Si	3.9531	9.5227	28.4359
Si	6.9116	1.3225	28.557
Si	9.5365	4.1665	28.6155
Si	6.7538	6.8086	28.5277
Si	9.4467	9.3783	28.6205
Si	0.0206	2.8689	30.0098
Si	2.6328	-0.0493	29.9304
Si	0.083	8.0615	29.9037
Si	3.3871	6.1061	29.9964
Si	5.4059	2.5861	29.8278
Si	7.9669	-0.282	29.986
Si	5.0652	7.9189	29.7306
Si	8.0509	5.4389	29.9306
Si	1.4986	4.0717	32.4894
Si	4.5245	0.7524	31.0159
Si	1.0987	9.6206	31.2494
Si	2.7614	6.0191	32.306
Si	6.7067	3.9796	31.1236
Si	9.4593	0.5598	31.6094
Si	5.9852	9.7207	31.0174
Si	9.0491	6.5462	31.7681
Si	22.3634	-2.5727	35.5699
Si	30.0063	22.3458	42.0519
Si	-18.4156	34.4644	33.6373
Si	-25.5333	-24.3284	33.3672
Si	9.3628	13.173	43.1148
Si	39.153	25.5799	37.8167
Si	-22.2158	-15.2239	39.4905
Si	2.1006	17.9133	37.8497
Si	-5.2093	35.7194	35.0725
Si	2.8511	10.0054	35.0215
Si	21.8659	-6.2337	41.7944
Si	12.7707	40.8201	32.938
Si	-2.0679	-5.1706	36.8355
Si	-18.6434	-27.3106	41.7756
Si	-16.2584	-16.1338	33.5111
Si	-13.7636	24.0588	33.4399
Si	39.6261	-1.3326	38.6832
Si	-2.2354	19.5793	41.1188
Si	3.9522	20.537	37.7075
Si	-7.2973	-9.4522	39.2663
Si	6.7354	12.4152	39.6048
Si	30.1574	8.4702	36.0657
Si	-1.0342	4.5916	34.1964
Si	-7.2297	-28.1103	38.7815
O	5.9806	6.1564	43.6145
O	4.5827	11.4836	42.5765
O	-14.5652	2.8912	38.9211
O	5.1411	23.2965	39.6552
O	-15.0843	2.04	34.3289
O	0.4558	15.1298	33.7153
O	-32.9227	48.7035	40.2932
O	14.2653	0.2124	38.21
O	18.1601	0.2404	38.8215
O	-5.6409	-17.1409	38.44
O	2.8616	5.5748	37.7835
O	18.7166	-23.5158	37.3987
O	3.1785	2.9627	38.7802
O	12.171	-3.7323	36.4578
O	-11.0305	21.3907	31.9166
O	-10.247	18.7631	34.0029
O	5.3874	-1.5405	38.3893
O	-20.3279	-1.2168	35.7603
O	7.3487	12.393	41.0739
O	1.0333	-3.8228	39.0709
O	13.7102	0.9312	40.5993
O	51.2405	26.44	37.2224
O	20.639	7.7125	40.408
O	-15.923	26.7893	32.0593
O	2.6678	0.6153	34.4665
O	13.535	0.3992	45.4302
O	-9.1952	4.6577	42.0717
O	13.6788	-33.9918	42.1319
O	17.9827	21.6114	43.0038
O	17.1244	9.4445	32.6209
O	20.7433	26.9569	35.7054
O	9.2271	16.4899	33.0847
O	4.3943	1.1384	32.6003
O	-1.3001	6.2297	38.1597
O	14.9453	-11.9555	36.089
O	10.466	-14.7441	31.1303
O	-12.7062	-0.6089	41.2756
O	-0.8576	23.7377	31.0303
O	9.9811	19.5168	36.0394
O	-2.6191	7.8778	32.2938
O	13.4731	24.7703	44.7626
O	-15.9175	-8.0178	36.6564
O	3.1551	-3.9908	42.309
O	7.3868	-2.14	40.0481
O	4.1596	2.7321	34.674
O	-18.7198	-23.7214	33.8051
O	7.7351	19.9102	34.6958
O	-8.8579	33.7398	42.9985
O	13.9429	30.1082	38.0439
O	5.972	-6.2879	34.6624
O	-3.2652	-7.8402	32.0781
O	23.4665	8.1202	44.1293
O	-0.5943	5.7577	42.7287
O	25.181	-5.6273	40.2044
O	9.0082	3.2245	34.2762
O	15.2375	-6.3922	42.4285
O	-20.9341	-17.8869	31.0022
O	-11.4577	3.2108	42.1204
O	-19.4683	2.6945	32.8087
O	-15.0927	17.8628	46.031
O	-23.9438	-9.9984	33.0268
O	-4.6196	17.9209	33.7527
O	-6.9601	-5.0027	33.4823
O	-24.6625	28.6906	36.1487
Si	0.0095	2.731	8.1679
Si	2.7246	-0.0075	8.1407
Si	-0.0213	8.1582	8.1385
Si	2.7166	5.4326	8.1871
Si	5.4102	2.7508	8.1681
Si	8.2076	0.0011	8.2105
Si	5.4633	8.1452	8.1844
Si	8.1714	5.4439	8.1293
Si	1.363	4.0765	9.5439
Si	4.0694	1.3604	9.5196
Si	1.3571	9.5188	9.5004
Si	4.0913	6.7922	9.5365
Si	6.804	4.0952	9.5118
Si	9.5567	1.3685	9.5509
Si	6.8179	9.5223	9.5374
Si	9.513	6.8073	9.5141
Si	0.0202	-0.009	10.8933
Si	2.7204	2.7122	10.8986
Si	-0.0075	5.4496	10.8813
Si	2.7207	8.1666	10.8759
Si	5.4438	0.0039	10.8792
Si	8.1642	2.729	10.8805
Si	5.4532	5.441	10.8968
Si	8.1678	8.1595	10.8974
Si	1.3662	1.3541	12.2617
Si	4.0876	4.077	12.2502
Si	1.3597	6.8071	12.2418
Si	4.0815	9.5288	12.241
Si	6.8055	1.3635	12.2422
Si	9.5235	4.0876	12.2468
Si	6.807	6.8036	12.2593
Si	9.5332	9.5244	12.2487
Si	-0.0028	2.7225	13.6076
Si	2.7284	-0.0036	13.6171
Si	0.0029	8.1645	13.6115
Si	2.7215	5.4435	13.603
Si	5.4471	2.7188	13.6122
Si	8.1669	0.0004	13.6034
Si	5.4407	8.1687	13.6078
Si	8.1681	5.4435	13.6174
Si	1.361	4.0838	14.9674
Si	4.0865	1.3607	14.9758
Si	1.3612	9.526	14.9732
Si	4.0807	6.8047	14.9673
Si	6.805	4.0816	14.9737
Si	9.5251	1.3608	14.9685
Si	6.8048	9.5286	14.9674
Si	9.5296	6.8059	14.9749
Si	-0.0022	0.0005	16.3315
Si	2.7214	2.7243	16.3319
Si	0.0028	5.4437	16.3334
Si	2.7212	8.1644	16.3309
Si	5.4466	-0.001	16.3344
Si	8.1662	2.7203	16.3321
Si	5.4418	5.4444	16.3304
Si	8.1643	8.1675	16.3314
Si	1.3588	1.3628	17.6918
Si	4.082	4.0855	17.6951
Si	1.3631	6.8057	17.6946
Si	4.0801	9.5263	17.6908
Si	6.8067	1.3606	17.6946
Si	9.5266	4.0828	17.6909
Si	6.8019	6.8058	17.6919
Si	9.5241	9.5279	17.6943
Si	-0.0021	2.7237	19.0537
Si	2.7192	0.0001	19.0516
Si	-0.0005	8.1663	19.0528
Si	2.7255	5.4503	19.059
Si	5.4443	2.7215	19.0528
Si	8.1639	-0.0002	19.0588
Si	5.4376	8.1653	19.0523
Si	8.1642	5.443	19.0507
Si	1.3599	4.0881	20.4107
Si	4.0834	1.3585	20.4114
Si	1.3568	9.5298	20.415
Si	4.0836	6.8118	20.4275
Si	6.8053	4.0818	20.4142
Si	9.5264	1.3627	20.418
Si	6.7922	9.5272	20.4126
Si	9.5264	6.8028	20.4108
Si	0.0009	0.0046	21.7804
Si	2.7242	2.7262	21.7628
Si	-0.0022	5.4426	21.7767
Si	2.7154	8.1774	21.7846
Si	5.4339	-0.0037	21.7835
Si	8.1616	2.7191	21.7797
Si	5.4511	5.4434	21.7801
Si	8.1577	8.1648	21.7604
Si	1.3716	1.3726	23.1313
Si	4.0828	4.0782	23.1291
Si	1.3495	6.8141	23.1371
Si	4.0642	9.5421	23.1599
Si	6.7974	1.3577	23.1407
Si	9.5345	4.0691	23.1393
Si	6.8266	6.7967	23.1378
Si	9.4984	9.5369	23.1194

Results
free energy: -55241.277 eV
free energy less fixed offsets of O -463.61, Si -117.95 eV per atom: -93.037 eV
pressure: -0.29 GPa
stress xx, yy, zz, yz, xz, xy (GPa, positive in tension): -0.04, 0.91, 0.01, 0, 0.01, 0.08

Forces (eV/angstrom), in the order of the atoms: element, x, y, z
Si	-0.1976	-0.0446	-0.079
Si	-0.025	-0.0201	0.0573
Si	-0.0672	-0.035	0.0106
Si	-0.0326	0.101	0.0699
Si	-0.0119	-0.0886	-0.0911
Si	0.0899	0.0219	0.0365
Si	-0.0479	0.0017	0.0303
Si	-0.02	0.0413	0.1314
Si	0.1226	0.0072	0.0004
Si	0.0437	-0.0956	0.1086
Si	0.0612	-0.009	0.0248
Si	-0.0189	0.0273	0.0122
Si	0.0119	-0.0093	0.0216
Si	0.0208	0.0111	-0.0342
Si	-0.1261	-0.035	0.1247
Si	-0.0259	-0.0176	0.1658
Si	0.0413	0.0755	0.0659
Si	0.0588	-0.0609	-0.0667
Si	0.0363	-0.0397	0.0038
Si	0.0514	0.0512	0.0129
Si	-0.0441	-0.0169	-0.0068
Si	0.0054	0.0382	-0.004
Si	-0.0434	-0.0384	-0.0394
Si	0.0578	-0.0018	0.1648
Si	-0.014	-0.0258	0.0007
Si	-0.0445	0.0365	0.0338
Si	-0.0118	0.0623	-0.0361
Si	0.0442	-0.0049	0.001
Si	0.0178	0.0178	-0.0177
Si	-0.0448	-0.019	-0.0335
Si	-0.0093	-0.0354	0.0288
Si	-0.053	-0.0155	0.021
Si	-0.0171	0.0046	0.0069
Si	-0.0122	0.0203	-0.0024
Si	-0.0045	0.0234	-0.0339
Si	0.0227	-0.0226	-0.0228
Si	0.0159	-0.0049	-0.0394
Si	-0.0308	-0.0052	-0.0352
Si	0.0362	-0.002	0.0193
Si	0.0423	-0.0134	0.0272
Si	-0.0018	-0.0188	0.0054
Si	0.0044	0.0018	-0.0042
Si	-0.0335	-0.0065	-0.0134
Si	0.0309	-0.0042	0.0009
Si	-0.0089	0.0294	0.0108
Si	0.0004	-0.0089	0.0044
Si	0.032	-0.03	-0.013
Si	-0.035	0.0238	-0.0062
Si	0.0345	-0.003	-0.0101
Si	0.001	-0.0128	0.0036
Si	0.0113	-0.0176	0.0116
Si	-0.0126	0.0038	-0.0053
Si	0.0059	0.0031	-0.0008
Si	-0.0098	0.0171	-0.0057
Si	-0.0204	0.0244	-0.0133
Si	0.0265	-0.0132	0.0021
Si	0.0049	-0.0075	-0.01
Si	0.0318	-0.0044	0.0251
Si	0.0142	0.0454	0.041
Si	0.0155	-0.0125	0.0109
Si	0.0051	0.0002	0.0095
Si	-0.0259	-0.0211	0.0212
Si	-0.0355	-0.0303	-0.0056
Si	-0.0018	0.034	0.0117
Si	0.0065	-0.0235	0.0074
Si	0.0057	0.0061	0.0168
Si	0.0174	-0.0075	-0.0224
Si	0.0416	-0.0261	0.019
Si	-0.0095	0.0532	-0.0308
Si	0.014	0.0009	-0.0125
Si	-0.017	0.0312	-0.0107
Si	-0.0124	0.0035	-0.02
Si	-0.0397	-0.0248	-0.0279
Si	0.046	0.0395	0.0242
Si	0.0028	-0.0171	0.091
Si	-0.0062	0.0438	0.0045
Si	-0.0406	-0.0221	0.018
Si	0.0084	-0.0204	-0.0108
Si	-0.0326	-0.0056	0.0095
Si	0.0861	-0.0228	0.0101
Si	-0.0118	-0.0341	0.0066
Si	0.0793	0.0061	-0.034
Si	0.0031	0.0967	-0.0248
Si	0.0031	0.0045	-0.1395
Si	-0.0347	-0.0203	-0.0009
Si	-0.0176	-0.0263	-0.0428
Si	-0.0106	-0.0864	0.0017
Si	-0.0002	0.0356	0.0258
Si	-0.0457	-0.0139	-0.0453
Si	0.0235	-0.0276	-0.0892
Si	-0.0247	-0.0586	-0.012
Si	0.1234	0.1259	0.0077
Si	-0.0075	-0.0251	-0.0538
Si	-0.0624	-0.0557	-0.0259
Si	-0.0202	0.0439	0.0424
Si	0.0353	-0.0261	-0.0465
Si	0.0204	-0.0351	-0.0158
Si	-0.0375	0.0369	0.0639
Si	0.0422	-0.0099	-0.04
Si	0.0191	-0.0313	-0.0381
Si	-0.0136	0.0211	-0.0783
Si	0.0035	0.0039	-0.0118
Si	0.0016	-0.0105	-0.0176
Si	-0.0182	0.0042	0.0343
Si	0.0409	-0.0048	0.034
Si	0.023	-0.0133	0.0101
Si	0.0062	0.0523	0.0366
Si	-0.1043	0.01	0.0148
Si	-0.0315	-0.011	0
Si	0.0029	0.0157	0.0331
Si	-0.0484	-0.0191	-0.0319
Si	0.0073	-0.0275	-0.0485
Si	-0.01	0.0148	0.0004
Si	0.0148	-0.0513	0.0439
Si	-0.0122	0.0097	0.0308
Si	0.0335	0.0024	0.0258
Si	-0.0179	0.0157	0.0064
Si	-0.0061	-0.043	-0.0293
Si	-0.0398	-0.0014	-0.0212
Si	0.0177	0.0027	0.0372
O	0.1532	0.1306	-0.0091
O	0.022	0.0658	-0.0199
O	-0.0035	-0.0071	0.0059
O	-0.0021	-0.0082	0.0275
O	-0.0041	-0.0194	-0.0084
O	0.018	-0.0443	0.015
O	0.0079	-0.0295	-0.0177
O	-0.0117	-0.009	-0.017
O	0.016	-0.0123	-0.0044
O	-0.0121	-0.0102	0.0076
O	-0.0022	0.0044	-0.0222
O	0.0011	0.0152	0.0364
O	-0.029	-0.0001	0.0019
O	-0.0031	0.0256	-0.0183
O	0.02	0.0417	0.0028
O	0.0097	0.0463	0.037
O	-0.0002	0.0044	0.0033
O	0.0049	0.0111	0.0088
O	0.0187	-0.0193	-0.0408
O	0.0121	0.0095	-0.0005
O	-0.005	0.0208	-0.0336
O	0.0139	0.0116	-0.0042
O	0.0309	-0.0256	-0.0899
O	-0.0093	0.0041	0.0197
O	-0.0197	-0.0006	0.002
O	-0.0778	0.0783	-0.0098
O	-0.0017	0.0003	0.0045
O	-0.0194	0.0341	-0.0489
O	0.0843	0.076	-0.0215
O	-0.0236	0.0449	-0.0017
O	0.0132	-0.0008	-0.0097
O	0.0022	-0.0007	0.0293
O	-0.0082	0.04	0.0873
O	-0.0015	0.0006	-0.0015
O	-0.0091	-0.0109	-0.0251
O	-0.0439	-0.0497	0.0472
O	-0.0306	-0.0017	0.0081
O	-0.0198	0.0031	-0.0156
O	0.0108	0.0173	0.0019
O	0.0281	0.0257	0.0525
O	-0.0535	-0.0061	-0.0409
O	-0.0016	-0.0032	0.0017
O	-0.0172	-0.0536	-0.0372
O	-0.0248	0.0025	-0.0858
O	-0.0338	-0.0052	-0.0068
O	-0.0033	-0.0408	0.0104
O	0.0043	0.0175	0.0225
O	0.0026	0.0015	0.003
O	0.0049	-0.0115	-0.0201
O	0.0143	0.0302	-0.0092
O	0.0157	-0.0497	0.0434
O	-0.0278	-0.0255	0.0155
O	0.0777	-0.0562	-0.09
O	-0.0041	-0.0086	-0.071
O	0.013	0.0052	0.0216
O	-0.0156	-0.0115	-0.07
O	0.002	-0.0006	0.0518
O	-0.041	-0.0845	0.0224
O	0.0173	0.0281	0.0053
O	0.0501	0.0144	-0.1015
O	0.0059	0.0151	0.0455
O	-0.0109	0.0495	0.0391
O	-0.0038	-0.0309	-0.081
O	0.0015	0.0108	-0.0224
Si	0.0158	-0.0036	0.0127
Si	0.0063	-0.0001	-0.0096
Si	-0.0178	-0.0043	-0.0118
Si	0.0164	-0.0119	-0.004
Si	-0.0063	-0.0038	0.0061
Si	0.0121	-0.0008	-0.0003
Si	-0.0137	0.0121	0.0046
Si	-0.0193	0.0059	0.0108
Si	-0.0216	0.0127	0.009
Si	0.0089	0.0084	0.0003
Si	0.0079	-0.0067	-0.0006
Si	0.0066	0.0026	0.0032
Si	0.0113	-0.0086	0.0013
Si	-0.0195	0.0095	-0.0001
Si	-0.0029	0.001	-0.0018
Si	0.0016	-0.0088	-0.0039
Si	-0.009	0.0163	-0.0018
Si	-0.0115	-0.0075	-0.0001
Si	0.0039	-0.0075	0.003
Si	0.0054	-0.0014	-0.0022
Si	0.0041	0.0014	-0.0023
Si	0.0017	-0.0056	0.0013
Si	0.0003	0.0015	0.0008
Si	-0.006	0.0002	-0.0014
Si	0.014	-0.0067	0.0008
Si	0.0111	-0.01	-0.0014
Si	-0.0079	0.0035	-0.0016
Si	-0.0037	0.0064	-0.0026
Si	-0.0012	0.0021	0.0019
Si	-0.0094	0.0093	0
Si	-0.0046	0.0049	-0.0002
Si	0.0004	-0.0036	-0.0015
Si	-0.0052	-0.008	-0.0033
Si	-0.0032	0.0071	0.0015
Si	0.0022	0.0058	-0.0014
Si	0.0044	0.0016	-0.0035
Si	-0.0041	0.001	0.0018
Si	-0.0006	-0.0003	0.001
Si	0.0051	-0.0038	-0.0005
Si	-0.0003	-0.0044	-0.0007
Si	-0.0016	-0.001	-0.0026
Si	0.0066	-0.005	0.0024
Si	0.0031	-0.0045	-0.0001
Si	-0.0029	0.0043	-0.001
Si	0.0017	-0.0004	-0.0014
Si	-0.001	0.0037	0
Si	-0.0036	0.0033	0.0002
Si	-0.0021	-0.0005	-0.0017
Si	0.0011	0.0002	0.0011
Si	-0.0011	-0.0014	0.0002
Si	0.0006	0.0001	-0.0011
Si	-0.002	0.001	-0.0015
Si	0.0001	0.0028	0.0019
Si	-0.0036	-0.0019	0.0014
Si	0.0021	-0.0022	0.0001
Si	0.0007	-0.0011	-0.0005
Si	-0.0003	0.0014	0.0005
Si	0.004	0.005	-0.0003
Si	0.0052	0.0057	-0.0002
Si	-0.0017	-0.0058	-0.0013
Si	0.0011	-0.0002	0.0014
Si	0.0014	-0.0012	0.0007
Si	-0.0025	-0.0003	-0.0014
Si	-0.0042	-0.0018	0.0001
Si	-0.0036	0.0008	0.0035
Si	0.0064	-0.0043	0.0006
Si	0.0027	-0.0044	0.0003
Si	-0.0077	-0.0034	0.002
Si	0.0028	-0.0042	0.0001
Si	0.0016	0.0018	0.0029
Si	-0.0006	0.0056	-0.0042
Si	-0.0028	0.0023	0.0015
Si	0.0083	0.0064	0.0025
Si	-0.0025	0.0027	-0.0008
Si	-0.0042	-0.0021	-0.003
Si	0.0152	0.0088	0.0029
Si	-0.0019	-0.0004	-0.0004
Si	-0.0028	-0.0034	-0.001
Si	-0.0087	-0.0138	-0.0025
Si	-0.0013	0.001	0.0015
Si	0.0013	-0.0037	-0.0029
Si	0.0084	-0.0124	-0.0003
Si	0.0003	-0.0017	0.005
Si	-0.01	0.0051	-0.0015
Si	0.0063	0.0033	-0.0034
Si	0.0015	0.0044	-0.0054
Si	0.0037	-0.009	-0.0017
Si	-0.007	0.0116	-0.0009
Si	-0.013	0.013	0.0006
Si	0.0042	0.0134	-0.0046
Si	0.0119	0.0115	0.0056
Si	0.0162	-0.0076	0.001
Si	-0.0004	-0.0095	-0.0063
Si	-0.0168	-0.0154	-0.0025
Si	0	0.007	0.0025
Si	0.0008	-0.0094	0.0023
